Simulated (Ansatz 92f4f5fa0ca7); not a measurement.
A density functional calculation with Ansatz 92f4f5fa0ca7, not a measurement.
Periodic cell of 256 atoms, Si144O112, from a study of silicon, its oxide and their interface. The atomic structure is a simulated model.
Doubt: the cutoff is far below the 930 eV that the study's wrapper takes by default for these files, so forces and energies are approximate.
This geometry differs little from another in the collection (a relaxation step or a small displacement).

Settings: functional PBE; potential files Ansatz PAW; basis plane waves; wave-function cutoff 580 eV; density cutoff ratio 5; exchange-correlation grid ratio 1; k mesh 1 x 1 x 1, Gamma-centred; self-consistency stop 5e-08 eV per atom in the density residual; occupations fixed; spin none; net charge 0.

Cell vectors (angstrom)
a, 10.938, 0, 0
b, 0, 10.938, 0
c, -1.9408, -5.264, 37.1665

Atoms: element, x, y, z (angstrom)
Si, -0.2879, -6.8963, 29.6097
Si, 2.4203, -4.264, 29.7943
Si, -0.8834, -0.9397, 29.8851
Si, 1.9605, -9.1425, 29.5669
Si, -6.2684, -6.4468, 29.6759
Si, -3.4784, -3.6555, 29.5775
Si, 5.1968, -1.4242, 29.6005
Si, -3.0151, -9.6215, 29.8572
Si, 0.8128, -5.3675, 31.0635
Si, 3.5866, -2.5621, 30.9524
Si, 0.8354, -10.7146, 30.9812
Si, 3.5132, -8.0251, 30.9837
Si, -4.639, -5.264, 30.9253
Si, -2.0138, -2.558, 31.1005
Si, 6.2708, 0.1435, 31.0291
Si, -1.8432, -8.0015, 31.047
Si, -0.5617, -3.9281, 32.3733
Si, 2.1968, -1.1823, 32.3338
Si, -0.5177, -9.3827, 32.412
Si, 2.1849, -6.6864, 32.4245
Si, 4.9336, -3.9168, 32.365
Si, 7.6053, -1.1755, 32.4485
Si, 4.8958, 1.5517, 32.3531
Si, -3.286, -6.6303, 32.3432
Si, -1.9408, -5.264, 33.7483
Si, 0.7937, -2.5295, 33.7483
Si, -1.9408, 0.205, 33.7483
Si, 0.7937, -7.9985, 33.7483
Si, 3.5282, -5.264, 33.7483
Si, 6.2627, -2.5295, 33.7483
Si, 3.5282, 0.205, 33.7483
Si, 6.2627, -7.9985, 33.7483
Si, 1.3673, -1.3673, 3.418
Si, 4.1018, 1.3673, 3.418
Si, 1.3673, 4.1018, 3.418
Si, 4.1018, -4.1018, 3.418
Si, 6.8362, -1.3673, 3.418
Si, -1.3673, 1.3673, 3.418
Si, 6.8362, 4.1018, 3.418
Si, -1.3673, 6.8362, 3.418
Si, 2.7308, -0.0503, 4.7767
Si, 5.4411, 2.7901, 4.7718
Si, 2.687, 5.4988, 4.8441
Si, 5.4628, -2.6998, 4.7929
Si, -2.7774, 0.0084, 4.807
Si, 0.0601, 2.7211, 4.7285
Si, 8.1476, 5.521, 4.7042
Si, -0.0198, -2.6836, 4.8556
Si, 1.3582, 1.2953, 6.1261
Si, 4.0867, 4.1203, 6.202
Si, 1.3619, -4.0186, 6.288
Si, 4.0928, -1.3637, 6.2078
Si, -4.119, 1.4624, 6.1299
Si, -1.3017, 4.2216, 5.8942
Si, 6.8423, -4.0642, 6.1376
Si, -1.468, -1.3556, 6.2615
Si, -0.3268, 0.3027, 7.4881
Si, 2.9119, 2.4617, 7.4182
Si, -0.3728, -5.17, 7.4179
Si, 3.0588, -2.986, 7.6481
Si, 5.223, 0.3152, 7.4208
Si, -2.4195, 2.7095, 7.2083
Si, 5.3426, 5.6915, 7.476
Si, -2.6572, -2.9364, 7.6533
Si, -0.5735, -6.6312, 35.1155
Si, 2.161, -3.8967, 35.1155
Si, -0.5735, -1.1622, 35.1155
Si, 2.161, 1.5723, 35.1155
Si, 4.8955, -6.6312, 35.1155
Si, -3.308, -3.8967, 35.1155
Si, 4.8955, -1.1622, 35.1155
Si, 7.63, 1.5723, 35.1155
Si, 0.7937, -5.264, 36.4828
Si, 3.5282, -2.5295, 36.4828
Si, 0.7937, 0.205, 36.4828
Si, 3.5282, -7.9985, 36.4828
Si, -4.6753, -5.264, 36.4828
Si, -1.9408, -2.5295, 36.4828
Si, 6.2627, 0.205, 36.4828
Si, -1.9408, -7.9985, 36.4828
Si, 1.3673, 1.3673, 0.6835
Si, 4.1018, 4.1018, 0.6835
Si, 1.3673, 6.8362, 0.6835
Si, 4.1018, -1.3673, 0.6835
Si, 6.8362, 1.3673, 0.6835
Si, -1.3673, 4.1018, 0.6835
Si, 6.8362, -4.1018, 0.6835
Si, -1.3673, -1.3673, 0.6835
Si, 0, 0, 2.0507
Si, 2.7345, 2.7345, 2.0507
Si, 0, 5.469, 2.0507
Si, 2.7345, -2.7345, 2.0507
Si, 5.469, 0, 2.0507
Si, 8.2035, 2.7345, 2.0507
Si, 5.469, 5.469, 2.0507
Si, 8.2035, -2.7345, 2.0507
Si, 7.3563, -0.1029, 23.0126
Si, -2.2837, -5.9368, 12.1822
Si, 6.5772, -7.7905, 27.6062
Si, 0.6693, -2.6583, 24.8673
Si, -4.1283, -8.6977, 24.7755
Si, 3.7439, 4.897, 20.835
Si, -0.7341, -9.6645, 16.5578
Si, 0.7467, 0.8141, 14.0035
Si, -11.9642, -5.1954, 24.3426
Si, -6.1894, 1.9169, 17.259
Si, -5.7049, -7.7016, 22.5471
Si, 6.984, -0.9852, 9.7648
Si, -7.8124, -1.0049, 24.4876
Si, 0.1307, -1.3527, 17.8446
Si, 13.8794, -2.5751, 10.7786
Si, 2.724, 2.2196, 19.521
Si, -3.1617, 2.2723, 21.1581
Si, -7.6004, -5.5398, 11.2423
Si, 1.6276, -5.3127, 15.9333
Si, 0.8943, -13.3849, 27.8492
Si, -3.324, 2.2442, 18.0732
Si, -7.2124, 1.182, 14.3735
Si, -5.2179, -3.8637, 20.5494
Si, 0.3333, 9.1164, 12.3501
Si, 8.7837, -3.2741, 16.7464
Si, -0.2025, -12.9029, 20.9749
Si, -1.0586, 10.8165, 10.3269
Si, -7.749, -0.23, 27.5216
Si, 8.8034, -5.5217, 27.3781
Si, 10.1754, -4.1046, 14.1562
Si, -7.564, 0.7211, 22.0716
Si, 2.843, -2.9297, 17.4975
Si, -5.0485, -3.3468, 17.5594
Si, -4.6866, 4.2939, 13.8322
Si, 3.3352, 4.2674, 13.8433
Si, 7.2674, -6.5986, 9.5988
Si, -0.3552, -8.3312, 11.8733
Si, -1.3328, 2.7881, 23.5949
Si, 0.4676, 3.6122, 17.8991
Si, 12.5902, -4.0022, 20.1287
Si, 5.0448, -12.5961, 22.3658
Si, -5.5215, 2.8694, 11.4181
Si, -6.1144, -11.0827, 11.7509
Si, -0.6142, -0.1674, 23.3821
Si, -12.0561, -16.1384, 19.0839
Si, 8.6075, -4.2418, 21.6747
Si, 1.2564, -6.8297, 9.5548
Si, 6.1476, -6.5009, 16.849
O, 6.3465, -7.8778, 21.3434
O, 0.1189, -6.0882, 8.684
O, 4.0731, 1.3965, 7.9363
O, 5.8801, -0.3406, 8.7675
O, -1.9363, -10.744, 29.2886
O, 0.827, -8.0208, 29.0882
O, -7.3808, -8.2814, 13.6475
O, 2.2626, -2.383, 24.6906
O, 3.7898, 6.987, 11.1837
O, 8.2235, 3.6866, 8.4842
O, 9.4428, -4.083, 8.0167
O, 2.0714, 2.9618, 8.7419
O, 5.8226, 6.0094, 17.0991
O, -6.2249, 7.951, 21.496
O, 3.5492, -5.3209, 29.1934
O, 2.6759, -9.7548, 28.1889
O, 6.3245, -2.5369, 29.0882
O, -4.7782, -3.1445, 19.1602
O, 5.2436, -7.1656, 28.3005
O, 11.0079, -1.2066, 24.4224
O, -2.5177, 2.5344, 24.7097
O, 1.1958, -2.8233, 21.18
O, -1.3372, 1.5859, 7.7271
O, 1.5326, -2.629, 11.6017
O, -0.1795, -0.5955, 21.8609
O, 4.5863, -0.6925, 28.2411
O, -9.6549, 2.7386, 18.9939
O, -2.7517, 2.152, 19.5943
O, -2.7176, -4.2305, 28.2159
O, 9.9581, -2.1482, 16.9352
O, 2.6306, -2.4882, 9.1663
O, 2.1901, 11.7049, 14.7666
O, -6.1584, 3.5561, 17.0802
O, 0.5396, 2.2128, 13.1805
O, 4.2169, -4.1299, 7.9305
O, 0.845, -0.4085, 12.9487
O, 2.5434, 0.0455, 23.3342
O, 4.3066, 4.5571, 22.3273
O, 4.4452, -2.5954, 17.2241
O, 9.2931, -7.4366, 12.3246
O, -9.2471, -12.6834, 17.4635
O, 2.0579, -1.3333, 27.8469
O, 4.2151, 1.9758, 22.6517
O, 10.733, -2.6755, 13.6208
O, -6.3999, 1.2353, 15.7875
O, -8.608, 5.7016, 20.9465
O, -1.2067, -4.8744, 12.7826
O, -0.8615, 4.1984, 18.6277
O, -8.4635, 1.2057, 20.7894
O, -3.6124, 5.2405, 13.0899
O, -0.3834, -1.8313, 28.6098
O, -4.8315, -8.0073, 12.9203
O, 10.5871, -9.4871, 23.605
O, -2.7546, -5.6989, 10.6262
O, -6.146, 5.0165, 13.9296
O, -0.5548, -6.7549, 24.0109
O, -3.928, -4.1149, 21.4881
O, -6.433, -1.6338, 23.8991
O, 4.4739, -6.7359, 11.1502
O, -2.605, -0.0883, 9.8255
O, -0.0344, 0.2359, 17.5883
O, -3.3496, 0.7349, 21.6447
O, 7.3128, -7.0942, 17.8308
O, 2.3203, 5.259, 9.9873
O, 6.742, 4.0708, 15.3606
O, -0.2654, -1.5734, 19.4042
O, -1.5087, -13.7801, 21.4358
O, -4.3206, -7.8936, 10.3411
O, -4.9037, -7.529, 23.9438
O, -6.1848, 1.3957, 11.144
O, -6.5281, -0.4119, 21.5193
O, 10.0778, 1.2457, 11.1648
O, 8.9469, -7.9845, 22.0918
O, -4.7323, 2.2992, 26.2726
O, 6.1926, 1.4382, 17.8737
O, -24.1534, 1.5663, 17.0073
O, -7.2477, -1.1829, 11.1994
O, -1.9509, -15.3423, 17.9231
O, 6.2485, -0.8841, 11.2633
O, 3.3524, -11.1154, 25.8903
O, 1.5236, -3.7823, 28.5058
O, -8.4836, -3.9693, 16.3047
O, 0.3093, -2.8809, 26.4199
O, -3.3476, -6.5883, 27.2137
O, 6.6476, -1.4817, 22.5526
O, 8.7617, -11.4142, 23.6906
O, 0.576, 3.4486, 10.8566
O, 1.2644, -6.0279, 17.3441
O, -0.9197, -6.1995, 28.2473
O, -3.6619, -8.875, 28.5668
O, -0.5208, 22.5583, 15.044
O, -1.6321, -5.1225, 25.8681
O, -1.9813, -3.8785, 15.2303
O, 2.544, -5.9105, 12.6311
O, -10.777, -14.9911, 24.1604
O, -0.0229, -0.2028, 9.0454
O, 6.108, -5.7055, 8.8717
O, -3.7048, -13.6507, 16.842
O, -6.0177, 5.7361, 20.0903
O, -1.8765, -5.2991, 20.5143
O, -2.1233, 6.1339, 23.1915
O, 7.4879, -2.4139, 9.0522
O, 6.4981, 0.7732, 24.1061
O, -8.4109, -6.4358, 15.2048
O, 3.554, -9.4326, 18.3004
O, 3.5771, -18.3628, 20.0092
O, -8.1867, -3.5302, 19.0167
O, 11.2359, -4.4305, 19.335
O, 0.0754, 2.6875, 16.6254
O, 11.3118, -4.9436, 14.9712
O, 4.5063, 0.1234, 13.3636
O, -0.8321, -1.4505, 11.2586

Results
free energy: -155245.645 eV
free energy less fixed offsets of O -568.88, Si -635.61 eV per atom: -3.245 eV

Forces (eV/angstrom), in the order of the atoms: element, x, y, z
Si, 0.001, 0.0001, -0.0006
Si, 0.0034, 0.0026, 0.0338
Si, 0.0015, -0.0028, -0.0061
Si, -0.0018, 0.0004, -0.0034
Si, -0.0049, 0.0093, 0.0053
Si, -0.0037, 0.0001, -0.0029
Si, -0.0016, 0.001, 0.0004
Si, 0.0144, -0.0207, 0.0795
Si, 0.0022, 0.002, -0.0003
Si, -0.0019, -0.0007, -0.0045
Si, 0.0027, -0.0023, -0.0027
Si, 0.0016, -0.0036, -0.0024
Si, 0.0003, -0.0038, -0.0026
Si, 0.0044, -0.0026, -0.0032
Si, -0.0024, 0.002, 0.0004
Si, -0.0012, 0.0004, 0.0016
Si, -0.0046, 0.0048, -0.0009
Si, -0.0034, 0.0027, -0.0019
Si, 0.0018, 0.0042, 0.0007
Si, -0.0024, -0.0034, 0.0005
Si, 0.0024, 0.0002, -0.002
Si, 0.0004, -0.0024, -0.0002
Si, -0.0015, 0.0031, -0.0014
Si, -0.0033, 0.0038, -0.0032
Si, -0.0319, -0.0539, -0.0418
Si, 0.1085, -0.0071, -0.3081
Si, 0.1151, 0.0107, 0.1468
Si, 0.1483, -0.1708, 0.5445
Si, 0.1665, -0.0176, -0.0257
Si, -0.2198, -0.206, 0.4231
Si, 0.0034, -0.0819, -0.1628
Si, 0.0328, 0.0027, -0.3589
Si, -0.2524, -0.1471, -0.046
Si, -0.0805, -0.0316, 0.1212
Si, 0.41, 0.1592, -0.227
Si, -0.1357, 0.0067, 0.342
Si, -0.0732, 0.1042, -0.0869
Si, -0.0707, -0.1369, 0.0974
Si, -0.302, 0.0966, -0.4442
Si, 0.1732, 0.4367, -0.0021
Si, 0, -0.0008, 0.0012
Si, -0.0021, 0.0025, -0.0004
Si, -0.0013, 0.0005, -0.0024
Si, 0.0012, -0.001, -0.0026
Si, 0.0014, -0.002, -0.0025
Si, 0.0019, 0.0009, -0.0016
Si, -0.002, -0.0014, -0.0001
Si, 0.0013, -0.0009, 0
Si, 0.0013, 0.0017, 0.0005
Si, -0.0008, -0.0039, 0.0011
Si, -0.0023, 0.0002, -0.0001
Si, -0.0002, 0.0028, -0.001
Si, 0, 0.0004, -0.0006
Si, -0.0011, 0.0011, -0.0007
Si, 0.001, 0.0005, 0.0039
Si, 0.0004, 0.0036, 0.0011
Si, -0.0031, -0.0037, 0.0012
Si, 0.0016, 0.0003, 0.0014
Si, -0.004, 0.0024, 0.0038
Si, 0.0051, -0.0052, 0.0048
Si, -0.0065, 0.0008, 0.0079
Si, 0.0059, -0.0012, 0.008
Si, -0.0003, 0.0039, 0.0024
Si, -0.0005, -0.0061, -0.0015
Si, -0.0108, -0.0328, -0.0171
Si, 0.0331, 0.02, -0.023
Si, -0.0362, 0.0622, -0.0122
Si, -0.0955, 0.0262, 0.0197
Si, -0.0278, 0.0732, -0.0056
Si, -0.0578, 0.0362, -0.0105
Si, -0.0356, -0.0987, -0.0109
Si, 0.0545, 0.018, -0.0179
Si, -0.0217, -0.0142, -0.0251
Si, 0.0105, 0.083, -0.0054
Si, 0.0483, -0.0529, -0.0097
Si, 0.0396, -0.0588, -0.021
Si, 0.0723, -0.0213, -0.0175
Si, 0.0244, -0.0452, -0.0269
Si, -0.0207, -0.0277, -0.027
Si, -0.006, 0.0215, -0.0019
Si, -0.016, 0.0488, 0.0414
Si, -0.0224, -0.0381, 0.0074
Si, 0.0135, -0.0234, 0.0034
Si, -0.0135, 0.0445, 0.0191
Si, -0.0311, -0.0038, 0.0003
Si, 0.007, 0.0257, 0.0204
Si, -0.0181, 0.0423, 0.0447
Si, -0.0504, 0.0209, 0.0119
Si, -0.0013, -0.0452, -0.0005
Si, 0.0683, 0.0965, -0.01
Si, 0.0241, 0.0004, 0.0496
Si, -0.0707, -0.0746, 0.022
Si, 0.0513, 0.0004, 0.0178
Si, -0.0091, -0.0127, 0.03
Si, 0.0046, -0.111, -0.0268
Si, 0.126, 0.0658, -0.005
Si, -0.0005, -0.0012, 0.0036
Si, -0.001, -0.0021, -0.0005
Si, -0.0081, 0.0592, -0.0283
Si, 0.0033, -0.0019, -0.0032
Si, 0.0055, -0.0037, -0.0026
Si, -0.0001, -0.0006, 0.0056
Si, 0.0012, -0.0009, -0.0007
Si, -0.0004, 0.0013, -0.0048
Si, 0.0033, 0.0019, 0.0006
Si, -0.0002, 0.0026, 0.0001
Si, 0.003, -0.0039, 0.0072
Si, 0.0034, 0.0002, 0.0017
Si, -0.0041, -0.0029, 0.0011
Si, -0.0018, 0.0003, 0.0038
Si, 0.0012, 0.0006, 0.007
Si, 0.0004, -0.0028, 0.0049
Si, 0.0038, 0.0018, 0.006
Si, -0.0005, -0.0004, 0.0013
Si, -0.0022, -0.0006, -0.003
Si, 0.0052, 0.0332, -0.0091
Si, 0.0001, 0.001, 0.0039
Si, 0.0002, 0.0013, -0.0044
Si, -0.0004, 0.0017, 0.0043
Si, -0.0001, 0.001, -0.0035
Si, 0.001, -0.0017, 0
Si, -0.0016, -0.0003, 0.005
Si, 0.0017, 0, 0.0048
Si, -0.0067, -0.0025, -0.001
Si, 0.001, -0.0005, -0.0015
Si, 0.0005, 0.0007, -0.0042
Si, -0.0017, -0.0016, 0.0019
Si, -0.0025, -0.0025, 0.0016
Si, 0.0008, -0.0019, 0.0026
Si, 0.0004, 0.0009, -0.0044
Si, 0.0001, 0.0012, -0.0036
Si, -0.0004, -0.0012, 0.0022
Si, -0.0025, -0.002, 0.0003
Si, 0.0028, -0.0002, 0.003
Si, -0.001, 0.0007, 0.0009
Si, -0.0019, 0.0015, 0.0047
Si, 0.0005, 0.0011, 0.0068
Si, -0.0033, -0.003, -0.0014
Si, -0.002, 0.0027, -0.0024
Si, -0.0006, 0.0007, 0.0043
Si, -0.0008, -0.0018, 0.0026
Si, 0.0048, 0.0005, 0.0058
Si, -0.0014, 0.001, -0.0028
Si, 0.001, -0.0018, -0.0022
O, -0.0033, 0.0021, -0.0028
O, 0.0002, -0.0001, 0.0014
O, 0.002, -0.0024, -0.0086
O, -0.0008, -0.0009, -0.0026
O, 0.0211, -0.0228, -0.006
O, 0.0027, -0.004, 0.0057
O, 0.0001, 0.0009, 0.0015
O, -0.0005, -0.0007, -0.0019
O, -0.0021, 0.0011, -0.0014
O, -0.0027, 0.0012, -0.0024
O, 0.0025, -0.001, -0.0063
O, -0.0004, 0.0003, 0.0003
O, -0.0004, 0.0005, -0.0004
O, -0.0007, -0.0019, -0.0029
O, 0.0164, -0.0136, -0.002
O, 0.001, -0.0013, 0.0004
O, 0.0048, -0.0046, 0.0065
O, 0.0006, 0.0012, -0.0028
O, -0.0273, 0.0174, 0.0107
O, -0.0012, 0.0033, 0.0001
O, -0.0011, -0.0008, 0.0007
O, 0.0009, -0.002, -0.0018
O, -0.0037, 0.0031, -0.0043
O, 0.0012, -0.001, -0.0006
O, 0.0007, -0.0014, -0.0028
O, 0.0002, 0.0012, -0.0006
O, -0.0013, 0.0004, -0.001
O, 0.002, 0, -0.0076
O, -0.0006, 0.0021, 0.0024
O, 0.0004, 0.0006, -0.0007
O, -0.0013, -0.0001, -0.0055
O, -0.0008, 0, 0.0011
O, -0.0003, -0.0002, 0.0008
O, -0.0016, 0.0002, 0.0002
O, -0.0029, 0.0023, -0.0052
O, 0.0004, 0.0001, 0.0023
O, -0.0021, -0.001, 0.0023
O, -0.0032, 0.0039, -0.0036
O, 0.0003, 0.0009, -0.0011
O, 0.0018, 0.0009, 0.0006
O, 0.0012, 0.001, -0.0013
O, 0.0032, 0.0049, -0.0065
O, 0.0007, 0.0053, 0.0022
O, -0.0004, -0.0004, 0.0022
O, 0.0013, -0.0007, 0.0028
O, 0, 0.0003, -0.0012
O, -0.0006, 0.0002, 0.0007
O, -0.0015, -0.0006, -0.0006
O, -0.0011, 0.0011, -0.0037
O, 0, 0.0002, 0.0004
O, -0.0244, 0.0114, 0.0248
O, -0.0006, 0.001, 0.0016
O, -0.0005, -0.0014, -0.0014
O, -0.0017, -0.0009, -0.0006
O, 0.0002, -0.0005, 0.0023
O, -0.0005, -0.0018, -0.0011
O, -0.0061, 0.0007, -0.0006
O, 0.0037, -0.0001, -0.0058
O, 0.0003, 0.0012, 0.0024
O, -0.0038, 0.0001, 0.0006
O, 0.0008, -0.0001, 0.0007
O, -0.0003, -0.0053, -0.0016
O, 0.0006, -0.0008, -0.0002
O, -0.0019, 0.0003, -0.0003
O, -0.0004, 0.0008, 0.0032
O, 0.0002, 0.0001, -0.0017
O, 0.0013, 0.0011, -0.0016
O, 0.0037, 0.0021, -0.0017
O, -0.0047, 0.0043, -0.0026
O, 0.0006, 0.0003, 0.0018
O, 0.0036, -0.0024, -0.0051
O, -0.0002, -0.0011, -0.0009
O, 0.0011, 0, -0.0015
O, -0.0122, -0.0272, -0.0418
O, 0.0006, -0.0007, -0.0003
O, -0.0009, -0.0001, -0.0009
O, -0.0004, -0.0001, -0.0009
O, -0.0012, -0.0004, -0.0015
O, 0.0039, -0.0015, -0.0054
O, -0.0001, 0.0024, 0.005
O, 0.0071, -0.0254, -0.0148
O, 0.0017, 0.0032, 0.0011
O, -0.0066, -0.0066, -0.0179
O, 0.002, 0.0045, -0.0011
O, -0.001, 0.0011, -0.0009
O, 0.0023, -0.0019, 0.0018
O, 0.002, 0.0022, -0.0018
O, 0, 0.0002, 0.0014
O, -0.0001, 0.0015, -0.0021
O, 0.003, -0.0114, -0.0102
O, -0.0013, 0.0002, 0.0029
O, -0.0021, -0.001, 0.0014
O, -0.0021, 0.0009, 0.003
O, 0.0012, 0.0005, 0.0005
O, 0, 0.0002, -0.0008
O, 0.0018, 0.0004, -0.0013
O, 0.001, -0.0017, 0.0009
O, -0.0015, 0.0006, -0.0002
O, 0.0006, -0.0006, -0.0018
O, -0.0013, -0.0035, -0.0035
O, -0.0009, -0.0005, -0.0001
O, -0.0019, 0.0027, 0.0023
O, -0.002, 0.0005, -0.0003
O, -0.0001, 0.0004, 0.0013
O, -0.0001, -0.0012, -0.0015
O, 0.0018, 0.0017, -0.0012
O, 0.0022, -0.0008, -0.0009
O, 0.0028, 0.0009, -0.0005
O, 0.0001, -0.0001, 0.0001
O, 0.0011, -0.0008, 0.0016
O, -0.0003, -0.0006, 0.0017
O, -0.0013, 0.0019, -0.0004

The program warned: the cutoff lies below the one the program advises for these potential files; the forces do not sum to zero within the program's tolerance; the exchange-correlation potential is rough where the density is thin.
